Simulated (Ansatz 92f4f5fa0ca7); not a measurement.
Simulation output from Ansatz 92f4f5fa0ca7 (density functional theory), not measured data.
Periodic cell of 237 atoms, Si145O90As2, from a study of silicon, its oxide and their interface. The atomic structure is a simulated model.
Doubt: the cutoff is far below the 930 eV that the study's wrapper takes by default for these files, so forces and energies are approximate.

Settings: functional PBE; potential files Ansatz PAW; basis plane waves; wave-function cutoff 580 eV; density cutoff ratio 5; exchange-correlation grid ratio 1; k mesh 1 x 1 x 1, Gamma-centred; self-consistency stop 5e-08 eV per atom in the density residual; occupations fixed; spin none; net charge 0.

Cell vectors (angstrom)
a 11.6015 0 0
b 0 10.938 0
c 0 0 32.0622

Atoms and the computed forces on them: element, x, y, z (angstrom), force x, y, z (eV/angstrom)
Si -0.1936 -0.0686 23.2721 -0.0021 0.0053 -0.004
Si 3.6732 0.1996 23.1093 0.0007 0.0035 -0.0051
Si 7.5559 -0.1354 23.4459 -0.003 0.007 -0.0044
Si 1.6886 1.3723 23.4144 -0.0008 -0.0057 -0.0099
Si 5.7365 1.4042 23.1879 0.0008 -0.0059 -0.0108
Si 9.4469 1.2276 23.3648 0.003 0.0003 -0.004
Si 0.1621 5.3117 23.4582 -0.0054 0.0018 -0.0119
Si 4.1231 5.2963 23.3918 0.0056 0.0018 -0.0094
Si 8.0338 5.6087 23.5401 0.0013 -0.0031 -0.0091
Si 2.1594 6.5836 23.369 -0.0008 0.0021 -0.0039
Si 5.9673 6.7691 23.4784 -0.0022 -0.0026 -0.0059
Si 10.0114 6.867 23.5911 0.0036 0.0001 -0.0065
Si 1.9038 2.6654 25.3789 0.0026 0.0011 -0.0013
Si 5.8322 2.6552 25.2529 0.0037 -0.0009 -0.0058
Si 9.6317 2.6869 25.2643 -0.001 -0.0029 -0.0049
Si 11.5987 4.0063 25.3864 0.0018 0.0026 0.0014
Si 3.8937 3.9721 25.3196 -0.0019 0.0035 0.0038
Si 7.7432 4.0923 25.3394 0.0007 0.0082 0.0058
Si 1.9739 8.1477 25.1952 0.0019 0.0001 0.0011
Si 5.7761 8.1672 25.3637 -0.0006 0.0015 0.0053
Si 9.7114 8.2634 25.4242 -0.0023 -0.002 0.0061
Si 11.6404 9.559 25.2624 -0.0007 0.0019 -0.004
Si 3.8658 9.5853 25.0766 0.0031 0.0026 -0.0103
Si 7.6906 9.5202 25.407 0.0046 0.0003 -0.0017
Si 11.651 -0.0112 27.2058 -0.0046 -0.0008 -0.0007
Si 3.902 -0.0552 27.1236 0.0024 0.0014 -0.0073
Si 7.759 -0.0168 27.2846 0.0018 -0.0073 0.0024
Si 1.9863 1.3116 27.2763 0.0009 0.0011 0.0052
Si 5.8288 1.3215 27.2047 -0.0031 -0.0006 -0.0032
Si 9.696 1.3306 27.2088 0.0009 0.0002 -0.0028
Si 11.593 5.4701 27.2384 0.0003 -0.001 0.0032
Si 3.8469 5.4199 27.2145 -0.0028 0.0007 0.005
Si 7.7127 5.4604 27.2632 0.001 -0.0057 0.0039
Si 1.9386 6.8248 27.1816 -0.0016 -0.0043 -0.0056
Si 5.7597 6.7973 27.2719 0.005 -0.0017 0.0032
Si 9.6552 6.8154 27.2786 -0.0055 0.0021 0.0017
Si 1.9461 2.7228 29.1738 -0.0212 0.0039 -0.0129
Si 5.7931 2.7098 29.1394 0.0039 0.0008 0.018
Si 9.6815 2.7235 29.1424 -0.0073 -0.0023 0.0148
Si 0.012 4.0959 29.1646 -0.0003 -0.006 -0.0035
Si 3.8664 4.0866 29.1677 0.0167 0.0078 -0.0035
Si 7.7305 4.0772 29.1746 0.0069 -0.0033 -0.0135
Si 1.9432 8.1857 29.1362 0.0027 -0.0015 0.0108
Si 5.7902 8.1917 29.1771 0.0135 0.0004 -0.0271
Si 9.6731 8.2031 29.1867 0.0074 -0.0078 -0.0328
Si 0.0106 9.5595 29.1479 0.0009 0.0064 0.0203
Si 3.8728 9.5661 29.1207 -0.0137 0.0188 0.0429
Si 7.7334 9.5454 29.1934 -0.0101 0.005 -0.0151
Si 0 0 31.0965 0.0296 0.0113 -0.0872
Si 3.8672 0 31.0965 -0.0188 0.0089 -0.2158
Si 7.7343 0 31.0965 -0.041 0.0555 0.122
Si 1.9336 1.3673 31.0965 -0.0115 -0.0889 0.1014
Si 5.8008 1.3673 31.0965 -0.0051 -0.0062 -0.1279
Si 9.6679 1.3673 31.0965 0.0021 -0.0617 -0.096
Si 0 5.469 31.0965 0.0146 -0.0302 -0.0116
Si 3.8672 5.469 31.0965 0.0214 0.0304 -0.0078
Si 7.7343 5.469 31.0965 -0.0227 -0.0379 -0.004
Si 1.9336 6.8362 31.0965 -0.0098 -0.0262 -0.0987
Si 5.8008 6.8362 31.0965 -0.039 -0.0863 0.1157
Si 9.6679 6.8362 31.0965 0.0513 -0.1427 0.1417
Si 1.9336 2.7345 0.9679 -0.0202 0.0122 0.111
Si 5.8008 2.7345 0.9679 -0.0506 0.0001 -0.182
Si 9.6679 2.7345 0.9679 0.0196 0.0116 0.0545
Si 0 4.1018 0.9679 -0.0988 0.0109 -0.1149
Si 3.8672 4.1018 0.9679 0.0063 0.0151 0.0851
Si 7.7343 4.1018 0.9679 0.0521 0.0327 0.0329
Si 1.9336 8.2035 0.9679 0.0292 0.0217 -0.0899
Si 5.8008 8.2035 0.9679 -0.0159 0.1016 -0.0944
Si 9.6679 8.2035 0.9679 -0.0803 0.0391 0.1613
Si 0 9.5708 0.9679 -0.024 0.0325 0.1839
Si 3.8672 9.5708 0.9679 -0.1393 -0.1189 0.0033
Si 7.7343 9.5708 0.9679 0.0678 -0.0639 0.0059
Si 11.59 0.0032 2.9341 0.0129 -0.0112 0.0259
Si 3.8177 -0.0031 2.9095 0.0106 0.0005 -0.0392
Si 7.735 -0.006 2.9005 0.0006 0.0067 0.0471
Si 1.9043 1.3958 2.9265 0.0187 0.0012 0.0042
Si 5.7773 1.3031 2.8298 -0.0701 -0.0117 0.0288
Si 9.6501 1.3689 2.9131 0.0085 -0.0015 0.0134
Si 11.5556 5.5008 2.8648 0.0264 -0.0067 -0.0055
Si 3.8623 5.4851 2.9065 -0.0096 -0.0057 -0.005
Si 7.7191 5.5066 2.8843 0.0059 -0.0024 0.0377
Si 1.9036 6.8167 2.8815 0.0003 0.0069 -0.0058
Si 5.7936 6.8457 2.8854 -0.0094 0.0181 -0.039
Si 9.653 6.8876 2.9566 0.0064 0.1483 0.0052
Si 1.8604 2.8483 4.8196 -0.0139 0.0005 -0.0404
Si 5.7158 2.6274 4.7396 0.0471 -0.1082 -0.0881
Si 9.5702 2.7863 4.8192 -0.0588 -0.034 -0.0128
Si 11.4882 4.1706 4.7886 0.0793 -0.0054 0.1075
Si 3.8624 4.0971 4.8241 0.0184 -0.0112 0.009
Si 7.5885 4.0318 4.7224 -0.1311 0.0455 0.2093
Si 1.8807 8.1417 4.8239 0.0143 -0.001 -0.0167
Si 5.8009 8.2624 4.7687 0.0228 -0.009 0.0149
Si 9.6747 8.2755 4.9196 0.0321 -0.0425 -0.0005
Si 11.6253 9.6336 4.9353 -0.0164 0.0543 -0.0532
Si 3.8041 9.4814 4.8007 0.0062 0.0071 -0.0143
Si 7.7386 9.6472 4.892 0.036 -0.0347 -0.0586
Si 11.6172 0.285 6.7855 -0.0269 -0.0227 0.1711
Si 3.7455 -0.0681 6.6767 0.0441 -0.0059 0.0523
Si 7.7439 0.0278 6.9036 0.0624 -0.0297 0.0372
Si 2.0632 1.5196 6.7413 0.0038 0.0163 0.0248
Si 5.7111 1.2212 6.6541 -0.022 0.0355 0.0202
Si 9.6409 1.5312 6.8197 0.047 0.0073 0.0286
Si 11.4881 5.5535 6.7098 -0.0365 -0.0587 0.0556
Si 3.8894 5.4072 6.8164 -0.002 0.048 0.0651
As 7.6351 5.5761 6.5985 -0.0579 -0.2902 -0.3166
Si 1.927 6.7032 6.714 -0.0853 0.0598 0.0646
Si 5.6974 6.9489 6.7047 0.0851 0.0911 0.2373
As 9.7341 7.1615 7.175 -0.0906 0.0928 0.4899
O 10.6735 8.0159 8.6101 0.1958 0.326 -0.0736
O 7.781 9.861 8.1842 -0.0655 0.0552 -0.0419
O 7.2187 4.6077 8.1058 -0.0193 0.061 -0.1283
O 3.3626 10.3629 8.2374 0.0021 -0.0072 -0.0452
O 2.0335 7.6562 8.0576 0.0682 -0.0491 -0.0889
O 3.9799 4.565 8.264 -0.0038 0.0271 -0.0323
O 9.7751 2.4536 8.2108 -0.0046 0.0034 -0.0324
O 2.6068 2.3297 8.1265 0.0228 0.0083 -0.0222
O 11.3943 4.566 8.0372 -0.0092 -0.0032 -0.0305
O 5.3476 2.3371 7.8232 0.0174 -0.0011 0.0019
O 5.9186 7.9153 8.0514 0.0718 -0.0485 -0.0639
O 11.343 10.6163 8.2943 -0.0033 -0.0517 -0.0232
O 11.2717 10.0813 21.7944 0.0024 0.0024 0.0088
O 3.237 10.7122 21.5309 0.0004 0.0031 0.0112
O 5.7726 7.7773 22.1635 -0.0001 -0.0029 0.0107
O 4.2255 4.4504 21.9417 -0.0046 0.0037 0.0119
O 7.6884 9.6826 22.1902 0.0017 0.001 0.0071
O 10.3266 7.6608 22.1673 -0.004 -0.0031 0.0116
O 1.6194 2.3925 22.1053 0.0027 -0.0037 0.0136
O 5.9431 2.4343 21.8754 -0.0006 -0.003 0.0133
O 8.4418 4.7037 22.2044 0 0.0065 0.0137
O -0.0678 4.4432 22.0384 0.001 0.0048 0.0113
O 2.3348 7.3851 21.9324 0.0018 -0.0056 0.0201
O 9.1361 1.8889 21.8713 0.001 -0.0001 0.0126
Si 2.0592 7.935 9.6454 -0.0771 0.1282 0.0223
Si 5.0364 0.5916 17.681 0.0051 0.0018 -0.0188
Si 2.4744 5.449 14.0061 -0.006 0.0072 0.0007
Si 10.5962 3.8749 14.0428 0.0002 0.0024 -0.0092
Si 8.2947 2.404 15.265 0.0098 0.0091 -0.0146
Si 9.5525 2.2421 20.3419 -0.0024 -0.004 -0.019
Si 10.4888 3.6741 9.053 -0.0061 -0.0096 0.0146
Si 0.0523 2.3551 11.5847 -0.0276 -0.0094 -0.0263
Si 11.0198 8.154 15.4146 0.0071 0.0053 -0.0115
Si 5.1618 6.9374 13.9784 0.0004 -0.0037 0.0016
Si 5.7606 2.6334 11.1344 -0.0229 -0.0253 0.0133
Si 8.5805 7.666 19.3831 0.0004 -0.0017 -0.0231
Si 8.1191 4.8428 20.6182 0.0015 0.0035 -0.0226
Si 5.9094 9.5897 15.2006 0.0014 -0.0022 -0.0096
Si 2.1194 7.6448 20.3447 -0.0004 -0.0027 -0.0292
Si 1.9329 4.8984 18.7913 -0.005 -0.0004 -0.0306
Si 4.4926 3.4465 18.0078 -0.0003 0.0031 -0.0205
Si 8.4932 8.939 16.8151 0.005 0.0062 -0.0195
Si 0.85 9.5426 13.3952 -0.0364 0.0171 -0.01
Si 9.9493 10.7379 11.8555 0.0255 -0.0155 -0.0395
Si 5.3505 3.7033 21.0097 0.0034 -0.0015 -0.0243
Si 0.572 5.5376 16.2704 -0.0006 0.002 -0.0281
Si 11.114 9.388 9.3361 -0.1666 -0.1891 -0.2034
Si 6.5708 8.8962 21.2899 -0.0014 0.0032 -0.0226
Si 7.1058 7.1086 11.4656 0.0199 0.0006 -0.0301
Si 2.6888 0.7348 12.199 -0.0031 0.0038 -0.0244
Si 10.8931 8.6787 21.0326 0.0003 0.0024 -0.0232
Si 6.0387 4.331 15.6277 0.0068 0.0054 -0.0135
Si 7.0795 0.5013 13.005 0.0217 -0.0049 -0.0174
Si 4.057 2.958 8.6032 -0.0232 -0.0477 0.0042
Si 0.8703 6.8244 11.9044 0.0022 0.0042 0.0514
Si 6.6389 9.0314 9.0333 0.0121 -0.0227 0.0295
Si 0.6714 3.2856 21.1394 0.002 0.0002 -0.0267
Si 9.8105 6.5421 12.8831 -0.0014 0.0003 0.0103
Si 7.6636 4.5473 9.6795 0.0697 0.1173 -0.1372
Si 3.9953 10.0771 20.2183 0.0012 0.0026 -0.0222
Si 4.2552 3.068 13.5241 -0.0081 -0.0001 -0.0006
Si 3.9564 10.0235 9.7308 -0.0184 -0.0189 0.0282
Si 8.0638 0.798 18.0285 0.0025 -0.0009 -0.0229
O 11.6057 3.2556 12.9337 0.0069 -0.0018 0.0091
O 9.2961 4.5463 9.7607 -0.0271 -0.0407 0.0337
O 8.8074 3.5994 19.8512 -0.0002 0.0032 0.0074
O 4.0484 -0.0493 18.8132 -0.0014 -0.004 0.0118
O 11.3197 4.5327 15.3349 0.0027 0.0028 0.0041
O 10.0471 9.8731 10.4785 0.0909 -0.0294 -0.0104
O 3.7605 1.5745 13.1036 0.0004 0.0087 0.0053
O 0.6839 9.0741 14.9511 -0.0047 -0.0111 -0.0099
O 6.4781 1.012 18.3526 -0.0012 0.0016 0.0059
O 4.7518 3.1686 19.6 0.0038 0.0007 0.0145
O 6.2588 1.202 11.7707 0.0043 0.0255 -0.0091
O 0.9898 9.1291 10.0025 0.0815 -0.0298 0.0217
O 5.6445 4.3181 17.2226 -0.0006 -0.0008 0.0075
O 8.4188 7.1682 12.4006 -0.0173 -0.002 -0.0302
O 4.4173 2.6249 10.1651 0.0191 0.0057 -0.0018
O 2.0414 5.6916 15.5584 0.0018 -0.0004 -0.0011
O 3.4481 0.0233 10.9459 0.0341 -0.0026 0.0062
O 5.877 7.2124 12.5322 0.0178 -0.0019 -0.0105
O 2.3164 6.355 19.39 0.0024 0.0089 0.0144
O 0.6571 4.9542 17.7836 0.0057 0.001 0.0125
O 8.4209 10.7077 12.4211 -0.0057 0.0048 0.0104
O 5.5691 10.148 9.5565 0.0024 -0.0259 -0.0276
O 0.6036 8.2032 20.1933 -0.0019 -0.0014 0.0091
O 9.7642 2.6196 14.6357 -0.0063 0.0012 0.001
O 2.0413 10.6267 13.2629 0.0058 0.0007 0.0016
O 9.9362 9.1279 16.1097 -0.0035 -0.0022 0.006
O 6.125 10.3597 13.7739 0.0008 0.0022 0.0031
O 7.4447 1.59 14.1531 -0.0075 0.001 0.0085
O 1.6526 3.9198 20.0365 -0.0033 -0.0065 0.0147
O 5.8989 5.7937 14.9072 -0.0028 0.0018 0.0064
O 7.3347 8.9521 15.6853 0.0004 0.0027 0.0069
O 1.502 1.6305 11.5436 0.0224 -0.0072 0.0177
O 7.1978 8.3296 10.3848 -0.0069 -0.0222 -0.0172
O 4.3094 1.9937 17.2734 0.0016 0.0017 0.0066
O 7.0541 3.1807 10.3206 0.0014 0.0409 -0.0675
O 11.4997 7.0069 16.4539 0 0.0008 -0.0016
O 8.2605 10.1535 17.8364 0 0.0083 0.0023
O 3.5415 8.4752 10.0713 -0.0355 0.0212 -0.0181
O 7.5918 3.8538 15.518 -0.0013 0.0007 0.0012
O 3.1406 4.3183 17.8901 0.0028 0.0012 0.0083
O 2.8961 3.918 13.7107 0.0028 -0.0041 -0.0037
O 1.3034 8.2579 12.5235 -0.0044 -0.0012 -0.0028
O 1.2138 5.707 13.0208 0.0077 0.0013 0.0099
O 4.9741 8.3025 14.8577 0.0003 0.0048 0.0014
O 11.1747 2.3911 20.3272 0.0023 0.0011 0.0095
O 10.9965 10.1293 12.9446 0.0111 -0.0038 0.0078
O 5.2853 3.6112 12.3638 0.0109 0.0018 -0.0084
O 5.0852 3.2046 14.9137 0.0019 -0.0013 -0.0019
O 6.488 4.7962 20.55 -0.0011 0.0009 0.0075
O 8.4523 1.5984 16.6677 0.0016 0.0044 0.011
O 10.3757 1.3436 11.5725 0.0178 0.006 0.0052
O 10.8708 6.7006 11.6457 0.0061 -0.0049 0.0113
O 3.2625 8.682 19.8481 -0.002 0.0012 0.0065
O 1.6867 6.5986 10.5104 0.0248 0.0089 -0.0041
O 7.1674 8.1893 19.9738 -0.0028 0.0023 0.0134
O 8.4853 7.5952 17.7519 0.0002 -0.0014 0.0115
O 3.6674 6.4504 13.6006 0.0026 0.0052 -0.0005
O 9.6277 4.9814 13.3229 -0.0058 0.0096 -0.0012
O 5.5293 9.9976 20.7435 0.0029 -0.0044 0.0089
O 10.3347 7.4137 14.1422 0.0047 0.0028 -0.0024
O 8.7839 6.1585 19.9487 -0.002 -0.0042 0.0096
O 7.0403 5.7536 10.5708 -0.0016 0.0097 0.0396
O 5.2568 10.5434 16.3772 -0.0008 0.0055 0.0068
O 9.0485 1.1371 19.2725 0.0011 0 0.011
O 11.5274 3.2139 10.2096 -0.0198 0.011 -0.0001
O 9.7426 8.7049 19.8782 0.0034 0.0015 0.0101

Results
free energy: -153071.018 eV
free energy less fixed offsets of As -4856.12, O -568.88, Si -635.61 eV per atom: 3.872 eV

The program warned: the cutoff lies below the one the program advises for these potential files; the exchange-correlation potential is rough where the density is thin.
